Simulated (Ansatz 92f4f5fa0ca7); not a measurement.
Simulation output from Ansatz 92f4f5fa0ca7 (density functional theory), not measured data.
Periodic cell of 288 atoms, Si194O94, from a study of silicon, its oxide and their interface. The atomic structure is a simulated model.
Doubt: the cutoff is far below the 930 eV that the study's wrapper takes by default for these files, so forces and energies are approximate.
This geometry differs little from another in the collection (a relaxation step or a small displacement).

Settings
functional: PBE
potential files: Ansatz PAW
basis: plane waves
wave-function cutoff: 580 eV
density cutoff ratio: 5
exchange-correlation grid ratio: 1
k mesh: 1 x 1 x 1, Gamma-centred
self-consistency stop: 5e-08 eV per atom in the density residual
occupations: fixed
spin: none
net charge: 0

Cell vectors (angstrom)
a  11.6015  0  0
b  0  10.938  0
c  0  0  41.0306

Atoms and the computed forces on them: element, x, y, z (angstrom), force x, y, z (eV/angstrom)
Si  0  0  0.9665  0.0051  0.0057  0.008
Si  3.8672  0  0.9665  -0.0017  0.0207  0.0108
Si  7.7343  0  0.9665  -0.0051  0.0574  0.0017
Si  1.9336  1.3673  0.9665  -0.0035  -0.0307  0.001
Si  5.8008  1.3673  0.9665  -0.0089  -0.0361  -0.0112
Si  9.6679  1.3673  0.9665  0.0129  -0.068  -0.0144
Si  0  5.469  0.9665  0.0035  0.0533  0.0149
Si  3.8672  5.469  0.9665  -0.009  0.0291  0.0041
Si  7.7343  5.469  0.9665  0.006  0.0421  0.0062
Si  1.9336  6.8362  0.9665  0.0015  -0.0134  -0.0011
Si  5.8008  6.8362  0.9665  -0.0013  -0.0586  -0.005
Si  9.6679  6.8362  0.9665  0  -0.0239  -0.0113
Si  1.9336  2.7345  40.0635  0.0011  -0.0039  0.0383
Si  5.8008  2.7345  40.0635  0.0046  0.0495  -0.0074
Si  9.6679  2.7345  40.0635  -0.0137  0.0833  -0.0116
Si  0  4.1018  40.0635  -0.0009  -0.0348  0.0035
Si  3.8672  4.1018  40.0635  -0.0118  -0.0304  -0.0127
Si  7.7343  4.1018  40.0635  0.0018  -0.0314  -0.0037
Si  1.9336  8.2035  40.0635  -0.0044  -0.0118  0.0408
Si  5.8008  8.2035  40.0635  0  0.072  -0.0115
Si  9.6679  8.2035  40.0635  -0.0067  0.0485  -0.012
Si  0  9.5708  40.0635  0.0038  -0.01  0.0007
Si  3.8672  9.5708  40.0635  -0.0167  -0.0098  0.0039
Si  7.7343  9.5708  40.0635  -0.0029  -0.0779  -0.028
Si  0  0  4.8337  0.0309  0.0917  -0.2317
Si  3.8672  0  4.8337  -0.0049  0.1078  -0.0637
Si  7.7343  0  4.8337  -0.0055  0.1054  -0.024
Si  1.9336  1.3673  4.8337  0.0074  0.0453  0.1776
Si  5.8008  1.3673  4.8337  0.0351  0.0137  -0.0074
Si  9.6679  1.3673  4.8337  -0.0113  0.0728  0.201
Si  0  5.469  4.8337  0.018  0.067  0.2337
Si  3.8672  5.469  4.8337  0.02  0.109  -0.0646
Si  7.7343  5.469  4.8337  -0.0124  0.1389  0.1034
Si  1.9336  6.8362  4.8337  -0.0026  0.0517  -0.0218
Si  5.8008  6.8362  4.8337  0.0255  0.0693  0.1002
Si  9.6679  6.8362  4.8337  -0.0033  0.0127  -0.1908
Si  1.9336  2.7345  2.9001  -0.0015  0.0481  0.0311
Si  5.8008  2.7345  2.9001  0.0017  0.0283  0.0083
Si  9.6679  2.7345  2.9001  0.0076  0.0611  0.0151
Si  0  4.1018  2.9001  0.0044  -0.07  0.0142
Si  3.8672  4.1018  2.9001  0.0047  -0.0118  -0.0225
Si  7.7343  4.1018  2.9001  -0.0007  -0.0589  0.0162
Si  1.9336  8.2035  2.9001  0.0027  0.0226  0.0055
Si  5.8008  8.2035  2.9001  -0.0085  0.064  0.0132
Si  9.6679  8.2035  2.9001  0.0125  0.0068  -0.019
Si  0  9.5708  2.9001  -0.0058  0.003  -0.0294
Si  3.8672  9.5708  2.9001  0.0069  -0.0236  -0.0115
Si  7.7343  9.5708  2.9001  0.009  -0.0574  -0.0037
Si  0.0513  -0.2784  30.5486  -0.0162  -0.0108  0.0053
Si  3.7611  -0.1539  30.4585  -0.0023  -0.0054  0.0342
Si  8.1009  0.1154  29.4405  0.0468  -0.0027  -0.0214
Si  1.8593  1.1791  30.5827  0.0041  0.0104  -0.0045
Si  5.4334  1.475  30.2371  -0.0175  0.0111  0.0593
Si  10.0248  1.3166  30.121  -0.0266  -0.0104  -0.0139
Si  0.2692  4.9419  30.3675  0.0063  0.0017  0.0434
Si  3.7124  5.6199  30.4317  0.0168  0.0373  0.0077
Si  7.0455  5.7073  29.7012  0.0066  0.0212  -0.0229
Si  1.7025  6.7478  30.6491  -0.0272  -0.0255  -0.0063
Si  5.3801  7.2366  30.1942  0.0113  -0.0256  -0.0043
Si  9.7385  6.7254  29.4313  -0.0082  0.004  -0.0263
Si  1.9546  2.6362  32.4269  0.056  0.013  0.0072
Si  5.7564  2.6862  32.2811  0.0342  -0.0047  -0.0188
Si  9.6372  2.5816  32.1843  -0.0019  0.0228  -0.0115
Si  -0.0215  3.8883  32.4192  -0.0265  0.0107  -0.0418
Si  3.843  4.094  32.2918  -0.0545  -0.0352  0.0092
Si  7.7231  4.0045  32.3181  -0.0029  -0.033  -0.0043
Si  1.8867  8.1267  32.5257  -0.0037  -0.0027  -0.0252
Si  5.7318  8.2052  32.3174  -0.0002  -0.0024  -0.0147
Si  9.6316  8.1188  32.4054  0.0165  0.0373  0.0128
Si  -0.0424  9.4379  32.5154  -0.0319  -0.0117  -0.0175
Si  3.7967  9.5212  32.4416  0.0146  0.0145  -0.0016
Si  7.7158  9.4611  32.293  -0.0051  -0.0419  0.0226
Si  -0.0266  0.0103  34.312  0.0126  0.0005  0.0047
Si  3.8582  -0.0184  34.3276  -0.0046  -0.0013  0
Si  7.7007  -0.0357  34.2015  0.0232  0.0201  0.0069
Si  1.9369  1.3259  34.3542  0.002  0.0054  -0.014
Si  5.7835  1.3453  34.2427  -0.0138  -0.0059  -0.0069
Si  9.6221  1.328  34.2081  -0.0177  -0.0128  -0.0103
Si  -0.0192  5.3741  34.2723  -0.0057  0.0057  0.002
Si  3.8701  5.4135  34.2632  0.0057  -0.0022  -0.0008
Si  7.7121  5.3582  34.2716  0.0073  0.0023  0.0093
Si  1.9209  6.7229  34.3681  0.0042  -0.0008  0.0014
Si  5.8033  6.7712  34.2204  -0.0049  0.0048  -0.0013
Si  9.639  6.7079  34.2778  -0.0058  0.0012  -0.0052
Si  1.9239  2.7386  36.2288  0.0085  -0.0018  0.0002
Si  5.791  2.7035  36.1913  0.0032  -0.005  0.0041
Si  9.6409  2.6986  36.1667  -0.0008  0.0041  0.0078
Si  -0.0286  4.0607  36.2189  -0.0006  0.0075  0.0104
Si  3.8732  4.0768  36.2066  -0.0085  0.001  0.0057
Si  7.7135  4.0585  36.2268  0.0008  0.0058  -0.004
Si  1.919  8.1888  36.216  0.0006  0.0074  0.011
Si  5.8041  8.162  36.1664  0.005  -0.0017  0
Si  9.6501  8.1737  36.1692  0.0047  -0.0113  0.0008
Si  -0.0234  9.5483  36.2109  0.0007  0.0023  -0.0014
Si  3.875  9.529  36.2201  -0.0001  -0.003  0.0006
Si  7.7201  9.5508  36.1669  -0.005  0.0036  0.0015
Si  0  0  38.13  -0.0518  -0.0407  0.0554
Si  3.8672  0  38.13  0.0367  -0.0714  0.0652
Si  7.7343  0  38.13  -0.0033  -0.0747  -0.1678
Si  1.9336  1.3673  38.13  0.0111  -0.1119  0.1315
Si  5.8008  1.3673  38.13  -0.0276  -0.1708  0.0055
Si  9.6679  1.3673  38.13  -0.0219  -0.1437  -0.117
Si  0  5.469  38.13  -0.0555  -0.0134  -0.0139
Si  3.8672  5.469  38.13  0.0322  0.0022  -0.0362
Si  7.7343  5.469  38.13  -0.0196  -0.0209  0.062
Si  1.9336  6.8362  38.13  -0.0185  -0.0781  0.1761
Si  5.8008  6.8362  38.13  0.0358  -0.1187  -0.0633
Si  9.6679  6.8362  38.13  -0.0342  -0.0458  -0.0593
Si  1.947  2.7628  6.7823  -0.006  -0.013  -0.0132
Si  5.821  2.7624  6.7522  -0.0066  -0.0013  -0.0033
Si  9.6667  2.7765  6.7805  0.0014  -0.004  -0.0081
Si  0.014  4.1265  6.8115  -0.0052  0.0081  -0.0031
Si  3.8827  4.1113  6.7533  0.0036  0.0013  -0.0039
Si  7.7367  4.1385  6.7937  0.0062  -0.0015  -0.0067
Si  1.9475  8.224  6.7617  -0.0044  -0.0004  0.0072
Si  5.8061  8.2342  6.7787  0.0033  -0.0013  -0.0055
Si  9.6746  8.2349  6.7274  -0.0017  -0.0095  0.0048
Si  0.0064  9.5906  6.7448  -0.0006  0.0059  0.0007
Si  3.8743  9.6035  6.7728  -0.003  -0.0019  -0.0035
Si  7.7463  9.6025  6.78  0.0051  0.0018  0.0019
Si  -0.0068  0.1439  8.5821  -0.014  0.0023  -0.0141
Si  3.8895  0.0917  8.6715  -0.0066  -0.0061  0.0003
Si  7.7629  0.0679  8.7053  0.0052  -0.0023  -0.0037
Si  1.9447  1.4442  8.7504  0.009  0.0015  0.0051
Si  5.8375  1.4259  8.6913  0  -0.0021  -0.0007
Si  9.6607  1.5052  8.7769  -0.0003  -0.009  -0.0088
Si  0.032  5.4972  8.7748  -0.0071  0.0023  0.004
Si  3.8983  5.4722  8.6796  0.002  0.0043  0.0035
Si  7.7287  5.539  8.7292  -0.0096  0.0074  0.0024
Si  1.9682  6.8408  8.6804  -0.0088  0.0023  -0.0005
Si  5.7962  6.883  8.7273  -0.0036  -0.0067  -0.0035
Si  9.6927  6.8412  8.617  0.0253  -0.0055  -0.0148
Si  1.9118  2.7895  10.7369  -0.0182  0.0064  0.0186
Si  5.8818  2.7578  10.6537  -0.03  0.0085  -0.0006
Si  9.6563  2.9752  10.7205  0.0175  -0.001  0.0304
Si  0.0526  4.269  10.8368  -0.0145  -0.0142  -0.019
Si  3.8847  4.0685  10.5806  0.0284  -0.0195  0.0135
Si  7.6826  4.2986  10.7489  0.0123  0.0083  0.0141
Si  1.9435  8.3319  10.5073  -0.0206  0.0051  0.0209
Si  5.7816  8.2499  10.6785  0.0126  -0.0052  0.0018
Si  9.7177  8.3018  10.4291  -0.0382  0.003  -0.0046
Si  0.0214  9.6706  10.4035  0.0459  -0.0306  -0.0095
Si  3.8908  9.6683  10.5746  -0.0164  0.0004  0.0073
Si  7.7524  9.5719  10.5855  0.0191  -0.0138  0.0179
Si  -0.3175  0.404  13.1418  0.0083  -0.0328  0.0153
Si  3.9897  0.1319  12.4776  0.007  0.0074  0.0156
Si  7.9334  -0.1243  12.5609  0.0149  -0.0196  0.0075
Si  2.3442  1.7384  12.868  0.0031  0.0062  -0.0339
Si  6.02  1.2742  12.5403  -0.0114  0.0047  0.0009
Si  9.4179  1.6902  12.6703  0.0191  0.0053  -0.0129
Si  0.4004  5.4795  12.9646  0.0084  -0.0063  0.0119
Si  3.7501  5.5308  12.3988  -0.0124  0.001  -0.0094
Si  7.4268  5.5565  12.8558  0.0227  0.0155  -0.0026
Si  2.0143  7.1163  12.4972  0.0105  0.0127  -0.022
Si  5.5455  6.9655  12.6881  -0.0051  -0.0132  -0.0283
Si  9.3704  6.7916  13.2125  -0.0207  0.0164  0.0064
O  -1.0048  5.8513  13.7596  0.0123  -0.0119  -0.0149
O  9.0785  8.0406  14.2315  -0.0105  0.0109  -0.005
O  8.8362  2.5177  14.0153  -0.0348  0.0156  0.0082
O  1.042  1.1272  13.6983  -0.0327  -0.0191  -0.0084
O  3.967  10.244  13.9036  -0.0024  -0.0208  -0.01
O  5.1116  7.8765  14.032  -0.0237  0.0316  0.0193
O  0.1452  10.6595  11.7285  -0.0112  0.0223  0.0042
O  6.1485  2.167  13.9424  0.0114  0.017  0.0001
O  2.4276  8.0334  13.8453  0.0254  0.0167  0.0126
O  1.2235  4.5457  14.0701  -0.0063  0.0021  0.0088
O  7.1913  4.5913  14.1918  -0.0058  -0.0239  0.0032
O  10.7307  10.145  14.1355  0.0011  0.0278  -0.0266
O  6.4742  4.4115  28.8689  -0.0102  -0.0062  0.0038
O  8.1664  10.1645  28.0431  -0.0109  -0.0042  -0.0112
O  3.8297  4.9336  28.9029  -0.0011  -0.0077  -0.0089
O  1.4927  7.671  29.2962  -0.0014  0.0145  0.0087
O  0.1483  9.9124  29.0429  0.004  -0.017  -0.0024
O  10.8611  2.18  28.9401  0.0256  0.0071  -0.0017
O  -1.1538  5.2693  29.6076  -0.0011  -0.003  0.0096
O  6.7908  1.0902  29.3862  0.0292  0.005  -0.02
O  7.7073  5.1292  31.0909  -0.0062  0.0096  -0.0086
O  1.1186  4.0274  29.2758  0.003  0.0104  -0.0303
O  10.5427  7.6496  28.3615  0.029  0.0058  0.0206
O  3.644  9.8027  29.1231  -0.0008  -0.0234  -0.0414
Si  -0.7893  3.0891  21.6211  -0.001  0.0019  -0.001
Si  9.1534  9.6771  14.3355  0.0158  -0.0197  -0.0135
Si  0.3749  8.4329  28.3991  -0.0112  0.0049  -0.0334
Si  4.5551  8.6413  28.4028  0.0319  -0.0001  0.0118
Si  -2.7767  10.1529  19.9183  0.0014  -0.0055  -0.0036
Si  -2.1163  -2.3767  22.4685  0.0012  0  -0.0058
Si  9.3131  5.535  21.9498  0.0041  0.0065  -0.0026
Si  1.1678  2.2185  19.5815  0.0063  -0.0043  0.0019
Si  8.1199  4.3831  24.4447  -0.0013  0.0032  -0.0156
Si  7.1698  9.5681  26.8696  0.0013  0.0051  0.005
Si  10.1275  2.0747  24.5408  0.0068  -0.0021  -0.0159
Si  2.4123  7.9572  26.2483  -0.0017  0.0029  -0.0008
Si  5.6239  7.4773  22.5598  0.0032  -0.0006  -0.0019
Si  5.4054  15.4975  25.6257  -0.0034  -0.0048  -0.0001
Si  2.149  10.1954  19.8456  -0.002  -0.0049  0.0003
Si  7.1935  6.1303  20.0687  -0.0043  0.0007  -0.003
Si  4.9802  3.8725  28.4529  0.0168  0.0204  -0.0254
Si  13.0174  13.1534  25.7865  0.0007  0.0041  0.0015
Si  0.8909  9.081  22.1643  -0.0059  0.0006  -0.0051
Si  14.2042  -0.4211  24.3238  0.0047  -0.0054  -0.0131
Si  0.9141  13.3831  28.8703  -0.027  -0.022  0.0149
Si  2.5387  5.0805  24.7356  -0.0031  0.0029  -0.0121
Si  4.4842  -0.6543  21.9956  0.014  0.0142  -0.0025
Si  3.7738  8.7471  14.4667  -0.007  0.0018  0.0089
Si  8.0819  -0.1558  24.2167  -0.0043  -0.0079  -0.005
Si  6.8095  11.9719  21.6122  -0.0065  -0.013  -0.0008
Si  3.2939  -2.4947  17.5468  -0.0014  0.0039  -0.001
Si  3.8326  5.7293  16.9658  -0.0015  -0.009  0.0076
Si  2.8677  4.3518  14.2258  -0.0133  -0.0089  0.0057
Si  7.6934  9.919  17.0379  0.0092  -0.0038  0.0132
Si  -1.6107  1.7492  19.1716  -0.0027  -0.0028  0.0065
Si  5.9674  3.2606  19.9771  0.0053  0.0029  -0.0066
Si  2.6547  -4.5853  22.0987  -0.0036  0.0014  -0.0067
Si  7.3792  3.0233  14.5954  0.0004  0.0007  0.0096
Si  7.0755  6.8681  25.4151  0.0058  0.0109  -0.0055
Si  7.2728  12.8547  17.5127  -0.0046  0.0117  -0.0013
Si  3.2834  4.3717  19.6851  -0.0009  0.0034  -0.0032
Si  5.9868  7.5789  17.6273  0.0052  0.0026  0.0095
O  5.5356  -1.879  22.2015  -0.0107  0.0071  0.0028
O  8.7529  5.8315  20.4451  -0.005  -0.0005  -0.0046
O  5.3231  6.3938  16.6948  -0.003  0.0018  -0.0028
O  -0.8652  4.7185  21.8428  0.0009  -0.0016  -0.0006
O  6.3798  7.3124  23.9954  -0.0035  -0.0002  -0.0048
O  6.8297  2.6038  21.1989  -0.0008  0.0012  0.0012
O  -1.1058  2.2732  22.9763  0.0003  0.0013  0.0005
O  8.3135  4.5811  22.8341  0.0017  -0.001  0.002
O  3.3732  9.8691  20.8817  0.0037  0.0019  0.0025
O  2.0493  3.4862  19.1214  -0.0001  -0.0031  -0.0045
O  7.0398  7.0736  18.7568  0.0016  -0.0067  0.0015
O  8.8032  10.0978  15.8669  -0.0138  -0.0021  0.0065
O  4.3941  3.4158  20.4179  0.0024  -0.0007  -0.001
O  3.3732  4.7842  15.7258  0.0045  0.0021  -0.0196
O  -0.5901  8.9412  22.7726  0.0042  -0.0016  -0.0002
O  15.7387  15.7324  24.6612  -0.0058  0.0018  0.0056
O  0.669  13.4952  21.113  0  -0.0016  -0.0014
O  7.6227  8.093  26.3247  -0.0031  -0.009  -0.0008
O  0.8214  -1.2679  20.6378  0.003  -0.0002  0.0015
O  2.3134  -1.5565  18.4353  -0.0026  0.0038  -0.0009
O  9.1806  3.3074  25.0379  -0.0016  0.0012  0.0082
O  8.8053  1.9574  18.0921  0.0011  -0.0021  -0.0028
O  3.9694  -0.1952  23.4721  -0.0019  -0.0042  -0.0101
O  5.6891  9.4447  27.5306  0.0019  0.0051  -0.0029
O  1.4888  10.1924  23.1909  0.0053  -0.0009  0.0056
O  9.1252  -2.032  20.9109  0.0009  0.0025  -0.0025
O  13.2659  -3.2927  22.0778  0.0052  0.0023  0.001
O  2.2614  0.9597  25.1401  0.0037  -0.0035  0.0031
O  7.1494  10.519  25.5355  0.0041  0.0054  -0.0062
O  3.5866  9.0275  16.056  0.0002  -0.0075  0.0005
O  -0.1298  2.1185  18.5812  -0.0061  0.0016  -0.0123
O  6.5295  4.7305  19.6632  -0.0026  -0.0062  0.0065
O  5.9294  6.0033  26.2228  0.0011  -0.0034  0.007
O  -4.3035  11.7391  23.1482  -0.0019  0.0025  -0.0069
O  7.2769  2.8923  16.2094  -0.0038  -0.0124  0.0054
O  2.7736  -5.3429  20.6512  0.0015  0.0008  0.0014
O  8.3835  9.5829  18.4696  0.0018  0.0029  0.0054
O  4.9452  3.5997  26.8554  0.0042  0.0005  0.0014
O  7.666  0.1429  20.5664  -0.0006  0.0076  0.0053
O  6.4798  6.7673  21.3826  0.0039  0.0004  -0.005
O  8.3261  5.8389  25.171  0.0009  -0.0025  0.0049
O  4.1249  6.8546  22.5979  0.009  -0.0013  -0.0015
O  -3.0856  -1.5634  23.4991  0.0011  0.001  0.0001
O  3.6108  7.8202  27.3529  -0.0225  0.0011  -0.0154
O  5.2598  11.5584  21.3906  0.0097  -0.0147  0.0096
O  -1.8935  2.7072  20.47  0.0024  -0.0008  -0.0039
O  11.4514  2.0225  25.447  -0.0021  0.0016  0.0054
O  -2.1959  17.8998  22.7167  -0.0015  -0.0083  -0.0005
O  4.0043  4.9066  18.34  -0.0007  -0.0014  -0.0003
O  4.7207  8.3337  18.3651  -0.0027  -0.0026  -0.0037
O  13.1618  2.1493  27.407  0.003  0.0064  -0.0065
O  6.7453  8.65  16.661  -0.0079  -0.0029  -0.0104
O  18.1973  3.8656  24.7486  0.004  -0.0003  0.001
O  2.8174  -1.7688  25.2276  -0.0012  0.0201  -0.0044
O  2.0533  -5.6393  23.193  0.0013  0.0005  0.0011
O  13.442  3.7223  25.3064  0.0034  0.0037  0.0039
O  6.8632  11.3218  17.1147  -0.0012  0.0049  -0.0035
O  0.9857  8.4489  26.8922  0.0082  -0.0035  0.0092
O  2.0467  0.8502  19.5348  -0.001  0.0025  -0.0074
O  -1.4952  11.1299  19.6723  -0.0056  0.0023  -0.0077
O  2.2264  6.4707  25.5687  0.0007  -0.014  0.0013
O  6.1655  2.3928  18.6049  0.0009  0.0031  0.0021
O  9.4042  0.6348  24.7291  -0.0001  0.0011  0.0035
O  2.7289  6.9202  17.2724  0.0035  0.002  -0.0043
O  -3.7438  -0.8474  30.7527  0.0237  0.0032  -0.003
O  -1.8647  7.4453  30.8925  0.0011  -0.008  -0.0175
O  9.9341  7.3517  11.7804  -0.001  0.0136  -0.0088
O  14.7019  2.747  13.9536  0.0194  0.0075  0.0212
O  4.6314  2.4893  29.2178  -0.0283  0.0159  -0.0297
O  8.2434  6.4502  28.8566  -0.0093  -0.0091  0.0276

Results
free energy: -176784.812 eV
free energy less fixed offsets of O -568.88, Si -635.61 eV per atom: -1.752 eV

The program warned: the cutoff lies below the one the program advises for these potential files; the exchange-correlation potential is rough where the density is thin.
